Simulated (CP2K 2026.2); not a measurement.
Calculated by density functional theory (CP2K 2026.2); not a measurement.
Periodic cell of 504 atoms, Si360O144, from a study of silicon, its oxide and their interface. The atomic structure is a simulated model.
Doubt: the forces sum to 2.53 eV/angstrom along one axis rather than to zero, so they err by at least 0.0050 eV/angstrom per atom on average; the grid cutoff is modest.

Settings: functional PBE; method Gaussian and plane waves; basis set DZVP-MOLOPT-SR-GTH; pseudopotentials GTH-PBE; grid cutoff 300 Ry, relative cutoff 40 Ry; k points Gamma only; occupations fixed; spin none; net charge 0.

Cell vectors (angstrom)
a 16.32 0 0
b 0 16.32 0
c 1.4488 0.2689 33.4783

Atoms and the computed forces on them: element, x, y, z (angstrom), force x, y, z (eV/angstrom)
Si 1.646 -1.67 0.232 -0.041 0.075 0.751
Si 4.308 1.057 -0.042 -0.142 0.196 0.761
Si 0.966 4.396 -0.015 0.489 -0.433 0.558
Si 3.865 7.035 0.003 0.146 -0.186 0.736
Si 1.8 -6.936 0.14 -0.293 -0.012 0.618
Si 3.823 -3.889 0.074 0.231 -0.098 0.706
Si 6.523 -1.154 0.059 0.15 -0.121 0.756
Si 9.216 1.632 -0.024 0.196 -0.143 0.735
Si 7.033 3.908 0.047 -0.18 0.131 0.749
Si 9.253 7.178 -0.07 0.149 -0.194 0.764
Si 6.901 9.297 -0.015 -0.111 0.243 0.707
Si -6.695 -4.254 0.004 -0.221 0.212 0.735
Si -3.801 -1.781 0.035 -0.185 0.317 0.697
Si -1.607 1.517 0.001 0.197 -0.147 0.705
Si -3.749 3.82 0.165 -0.142 0.013 0.727
Si -1.277 6.648 0.382 -0.163 0.346 0.679
Si -4.31 -6.358 -0.044 0.177 -0.332 0.703
Si -1.502 -3.918 0.34 0.114 -0.099 0.72
Si 2.807 -0.039 1.417 -0.002 0.007 -0.07
Si 5.418 2.703 1.264 0.01 -0.012 -0.049
Si 2.673 5.45 1.263 -0.013 0.013 -0.068
Si 5.436 8.125 1.373 -0.016 0.002 -0.039
Si 2.833 -5.431 1.545 -0.002 0.017 -0.028
Si 5.395 -2.714 1.38 -0.009 0.005 -0.052
Si 8.128 0.023 1.304 -0.009 0.002 -0.054
Si -5.444 2.682 1.319 -0.001 -0.009 -0.055
Si 8.221 5.498 1.287 0.001 0.015 -0.045
Si -5.415 8.244 1.218 -0.001 0.011 -0.076
Si 8.07 10.886 1.298 0.024 -0.021 -0.034
Si -5.475 -2.755 1.357 0.01 -0.014 -0.067
Si -2.769 -0.049 1.294 -0.005 -0.019 -0.027
Si 0.013 2.656 1.275 -0.013 0.016 -0.041
Si -2.786 5.404 1.583 -0.003 -0.011 -0.043
Si 0.066 8.269 1.384 0.026 0.019 -0.05
Si -2.799 -5.417 1.507 -0.019 -0.024 -0.067
Si 0.073 -2.749 1.557 0.005 -0.003 -0.025
Si 1.383 1.348 2.673 -0.027 -0.02 0.004
Si 4.05 4.074 2.613 0.019 0.034 -0.006
Si 1.385 6.826 2.721 0.023 -0.01 0.033
Si 4.191 9.51 2.818 0.008 -0.017 0.026
Si 1.383 -4.144 2.875 0 0.002 0.025
Si 4.105 -1.38 2.819 -0.002 -0.005 0.033
Si 6.775 1.374 2.694 -0.017 0.001 0.037
Si 9.564 4.123 2.665 -0.011 -0.007 0.024
Si 6.811 6.763 2.697 0.012 -0.01 0.018
Si 9.508 9.547 2.652 0.011 -0.003 0.035
Si 6.781 12.249 2.699 -0.004 -0.003 -0.004
Si -6.812 -1.332 2.662 -0.015 -0.009 0
Si -4.12 1.295 2.693 0.015 0.001 0.024
Si -1.307 4.017 2.767 0.047 -0.004 0.011
Si -4.18 6.857 2.724 -0.03 0.032 0.017
Si -1.362 -6.787 2.756 0.009 0.008 0.019
Si -4.154 -4.055 2.824 0.003 0.014 0.044
Si -1.357 -1.316 2.742 -0.034 -0.002 0.018
Si 0.009 0.033 4.085 0.007 0 0.001
Si 2.723 2.73 4.031 -0.001 -0.008 -0.004
Si 0.032 5.438 4.082 -0.015 0.011 0.004
Si 2.755 8.152 4.103 -0.032 0.002 -0.006
Si -0.028 -5.466 4.17 -0.001 -0.002 0.006
Si 2.735 -2.731 4.167 0.01 0.002 -0.013
Si 5.468 0.013 4.113 0.013 -0.01 -0.009
Si 8.163 2.753 4.017 0.005 -0.006 -0.018
Si 5.422 5.408 4.026 0 -0.002 0.003
Si 8.17 8.159 4.039 0.015 0.011 -0.028
Si 5.502 10.9 4.143 -0.004 -0.006 0.008
Si 8.158 -2.705 4.037 0.011 0.007 -0.01
Si -5.466 -0.018 4.078 0.012 0.02 0.02
Si -2.727 2.667 4.061 -0.022 0 0.002
Si -5.47 5.466 4.094 -0.009 -0.01 0.029
Si -2.736 8.15 4.072 0.002 0.006 -0.003
Si -5.5 -5.452 4.113 0.002 -0.008 0.011
Si -2.727 -2.686 4.103 -0.017 -0.009 -0.006
Si 1.336 -1.372 16.261 -0.006 0.014 -0.015
Si 4.08 1.337 16.344 -0.019 -0.006 -0.006
Si 1.36 4.049 16.296 -0.003 0.017 -0.02
Si 4.127 6.782 16.268 0.006 -0.006 -0.017
Si 1.407 -6.743 16.243 0.017 0.002 -0.022
Si 4.079 -4.094 16.33 0 0.007 0.007
Si 6.787 -1.358 16.38 0 -0.009 -0.012
Si -6.807 1.35 16.383 -0.011 -0.014 0.014
Si 6.841 4.084 16.324 0.005 0.001 -0.011
Si -6.797 6.787 16.38 -0.01 -0.003 0.003
Si 6.851 9.506 16.313 0.004 0.012 -0.013
Si -6.805 -4.107 16.356 -0.002 -0.008 0.009
Si -4.075 -1.361 16.346 0.018 -0.005 -0.014
Si -1.396 1.355 16.313 -0.019 0.008 0.004
Si -4.121 4.094 16.292 -0.02 -0.009 -0.012
Si -1.367 6.817 16.26 0.01 0.009 -0.02
Si -4.086 9.537 16.293 0.009 -0.006 -0.011
Si -1.374 -4.03 16.327 0.031 0.002 -0.006
Si 2.704 -0.085 17.641 0.02 -0.003 0.007
Si 5.484 2.718 17.655 -0.013 -0.001 -0.022
Si 2.797 5.382 17.595 0.011 0.008 0.003
Si 5.508 8.114 17.629 0.018 -0.019 -0.015
Si 2.734 -5.45 17.706 -0.01 -0.022 0.03
Si 5.413 -2.74 17.718 0.001 0.004 0.011
Si 8.131 0.001 17.767 0.013 0.017 0.009
Si -5.424 2.735 17.707 0.017 0.003 -0.002
Si 8.144 5.429 17.766 0.002 0.014 0.02
Si -5.386 8.166 17.69 0.003 -0.015 -0.03
Si 8.167 10.843 17.741 -0.002 0.01 0.018
Si -5.417 -2.751 17.688 0 -0.001 -0.01
Si -2.716 -0.013 17.727 0.003 0.006 -0.011
Si -0.074 2.753 17.652 0.003 -0.006 0.034
Si -2.781 5.497 17.602 0.023 0.025 -0.015
Si 0.038 -8.109 17.52 -0.029 -0.021 -0.008
Si -2.751 -5.406 17.648 0 -0.011 0.008
Si -0.044 -2.624 17.686 -0.043 0.004 0.015
Si 1.273 1.275 18.881 -0.027 -0.003 -0.042
Si 4.17 4.074 19.026 0.022 0.028 0.002
Si 1.401 6.805 18.78 0.016 0.008 -0.042
Si 4.155 -6.899 18.982 -0.012 0.029 -0.032
Si 1.346 -3.981 18.966 0.001 0.009 -0.024
Si 4.032 -1.413 19.105 -0.004 0.003 -0.014
Si 6.76 1.412 19.122 -0.004 -0.011 -0.017
Si -6.753 4.089 19.096 0 0.013 -0.022
Si 6.749 6.794 19.141 -0.013 -0.011 -0.016
Si -6.738 9.471 19.071 -0.004 -0.01 -0.018
Si 6.726 -4.151 19.08 -0.027 0.007 -0.033
Si 9.514 -1.44 19.037 0.014 -0.015 -0.014
Si -4.045 1.383 19.063 -0.009 0.018 -0.011
Si -1.486 4.169 18.973 -0.032 -0.014 -0.01
Si -3.977 6.881 19.083 0.035 0.017 0.004
Si -1.301 -6.754 18.883 0.022 -0.004 -0.024
Si -4.068 -4.079 19.102 0.001 0.021 -0.008
Si -1.39 -1.321 19.19 0.033 -0.03 -0.02
Si -0.01 0.121 20.494 -0.022 0.014 0.037
Si 2.691 2.618 20.097 0.023 -0.036 0.037
Si -0.048 5.616 20.126 -0.075 0.025 0.047
Si 2.764 8.02 20.225 0.032 -0.061 0.046
Si -0.032 -5.336 20.232 -0.051 0.013 0.044
Si 2.652 -2.784 20.495 0.012 0.028 0.053
Si 5.323 0.042 20.451 -0.033 -0.004 0.057
Si 8.161 2.784 20.492 0.006 0.02 -0.012
Si 5.364 5.461 20.592 -0.005 -0.025 0.044
Si 8.232 8.11 20.443 -0.001 -0.029 0.051
Si 5.396 -5.577 20.462 0.029 0.025 0.059
Si 8.131 -2.817 20.401 0.011 0.007 0.037
Si -5.454 -0.01 20.333 0.005 -0.001 0.036
Si -2.723 2.785 20.454 0.01 -0.015 0.037
Si -5.37 5.528 20.397 -0.051 -0.009 0.086
Si -2.481 -8.082 20.382 -0.032 -0.02 0.068
Si -5.38 -5.502 20.458 0.008 -0.008 0.017
Si -2.716 -2.77 20.563 0.018 0.026 0.039
Si 1.503 -1.132 21.784 -0.163 -0.211 -0.693
Si 3.621 1.175 21.679 0.24 0.027 -0.721
Si 1.277 4.074 21.158 -0.051 -0.054 -0.523
Si 3.436 6.343 21.801 0.412 0.279 -0.636
Si 1.444 -6.753 21.276 -0.02 0.01 -0.501
Si 3.647 -4.596 21.705 0.086 0.164 -0.709
Si 6.922 -1.203 21.61 -0.241 -0.235 -0.673
Si -7.113 1.024 21.634 0.291 0.349 -0.704
Si 7.102 4.433 21.832 -0.138 -0.121 -0.675
Si -6.894 6.599 21.827 0.15 0.217 -0.746
Si 7.032 -6.717 21.756 -0.203 -0.104 -0.66
Si 9.241 -4.464 21.708 0.135 0.222 -0.738
Si -4.087 -1.264 21.756 -0.109 -0.239 -0.708
Si -0.896 1.969 21.761 -0.178 -0.222 -0.743
Si -4.157 4.117 21.789 0.042 -0.055 -0.705
Si -0.666 7.341 21.654 -0.207 -0.087 -0.78
Si -3.642 -6.561 21.691 -0.119 -0.007 -0.733
Si -1.442 -4.338 21.862 0.097 0.232 -0.686
Si 7.269 -1.902 24.44 0.148 -0.005 -0.147
Si -4.532 4.158 -2.66 -0.039 0.022 0.062
Si -8.022 -2.25 -5.171 -0.126 -0.003 -0.031
Si -6.094 -2.562 23.874 -0.027 -0.016 -0.122
Si -4.662 -7.707 -4.696 0.026 0.032 -0.026
Si 2.809 1.442 -2.826 0.12 -0.054 0.077
Si -0.836 7.696 -2.222 0.13 -0.088 -0.018
Si -2.878 -7.778 -7.097 -0.136 0.11 -0.006
Si 1.039 5.475 -2.793 -0.127 -0.038 0.181
Si 0.532 -3.036 24.035 -0.066 -0.011 -0.134
Si 7.524 6.176 -4.273 -0.079 0.019 -0.026
Si -3.037 5.212 24.387 -0.001 0.077 -0.006
Si 5.529 5.528 -2.253 -0.131 0.03 0.154
Si -7.436 2.343 26.114 0.015 0.011 -0.083
Si -4.29 -6.773 26.198 0.055 -0.047 -0.069
Si 7.733 -3.045 -2.183 0.016 -0.093 0.165
Si -2.761 0.729 23.642 0.009 0.017 -0.098
Si 1.947 -2.005 -6.946 0.104 0.025 0.068
Si 6.334 3.739 24.822 0.068 0.082 -0.032
Si 0.213 0.04 -2.046 -0.066 0.036 0.1
Si -0.948 6.353 -4.769 0.158 -0.003 0.145
Si 1.174 0.812 -6.877 0.058 -0.002 0.018
Si 6.444 -7.3 24.709 0.019 -0.071 -0.105
Si -0.843 -5.292 -4.381 0.016 0.143 -0.045
Si -1.56 -1.072 -4.143 -0.08 -0.069 0.021
Si 7.476 -4.613 25.912 0.065 0.036 0.11
Si -6.16 1.57 -2.91 -0.132 0.043 0.09
Si -0.167 -7.482 -6.284 -0.133 0.042 0.013
Si 3.574 5.466 -6.826 -0.021 -0.02 -0.065
Si -0.768 -2.987 -6.404 0.034 -0.01 -0.081
Si 3.628 2.8 24.401 0.022 -0.074 -0.072
Si 3.415 4.293 -4.046 0.018 0.051 0.094
Si -7.785 3.306 -4.855 0.102 -0.046 -0.034
Si -5.526 2.323 23.774 -0.079 0.005 -0.041
Si 0.079 -5.609 -1.841 0.175 0 0.086
Si 5.5 -5.285 -2.216 0.005 0.004 0.112
Si 6.174 -0.57 -6.663 0.034 -0.023 0.069
Si -5.501 -0.882 -4.774 -0.058 -0.03 0.01
Si 4.074 -6.408 26.236 0.106 -0.002 0.021
Si -4.844 7.789 23.922 -0.037 -0.168 -0.138
Si -0.457 6.337 24.622 0.26 0.007 -0.166
Si -7.287 -4.354 -7.141 -0.037 0.027 0.002
Si -1.576 1.423 -5.523 -0.062 -0.058 -0.042
Si -4.018 -2.498 -2.809 0.035 0.03 0.092
Si -4.006 0.487 -6.958 -0.035 0.099 0.008
Si -2.717 4.141 -4.989 -0.112 -0.041 0.035
Si -6.138 6.58 -3.066 -0.066 0.066 0.087
Si 3.525 -3.814 24.529 -0.094 0.018 -0.102
Si 5.723 7.462 -6.313 -0.011 0.005 -0.054
Si 2.766 5.832 24.606 -0.061 0.112 -0.039
Si 3.523 -0.079 -5.309 -0.085 -0.071 -0.016
Si -5.257 3.261 -6.674 0.035 -0.062 -0.083
Si 4.81 -6.157 -5.192 -0.034 0.047 0.063
Si -3.633 -5.606 -2.881 -0.025 0.032 0.135
Si 1.353 -1.342 5.46 -0.025 -0.014 0.011
Si 4.075 1.376 5.424 -0.007 0.005 0.006
Si 1.386 4.079 5.432 0.002 0.009 0.006
Si 4.102 6.773 5.435 0.011 0.009 0.008
Si 1.37 9.49 5.47 -0.004 -0.017 0.006
Si 4.107 12.231 5.493 -0.003 0.005 0.01
Si 6.824 -1.358 5.443 -0.002 0.001 0.006
Si 9.505 1.38 5.403 -0.012 0 0.01
Si 6.791 4.074 5.406 0.004 0.001 0.005
Si -6.826 6.81 5.446 -0.014 -0.003 0.016
Si 6.848 9.512 5.456 0.023 0.008 0.007
Si -6.834 12.255 5.444 0.006 -0.002 0.013
Si -4.097 -1.349 5.457 0.008 -0.001 0.011
Si -1.364 1.358 5.456 0 0.01 0.002
Si -4.076 4.077 5.402 0.016 0.005 0.01
Si -1.368 6.781 5.424 0.019 -0.006 0.017
Si -4.09 -6.8 5.438 -0.005 -0.008 0.004
Si -1.379 -4.06 5.472 -0.009 0.016 0.009
Si 2.722 0.02 6.803 0.001 0.005 -0.004
Si 5.442 2.722 6.789 0.003 -0.004 -0.004
Si 2.738 5.429 6.806 -0.008 -0.014 -0.001
Si 5.458 8.149 6.79 -0.002 -0.009 0.002
Si 2.726 10.866 6.822 -0.008 0.001 -0.002
Si 5.464 -2.709 6.82 0.005 -0.012 0.001
Si 8.173 0.012 6.792 0.002 -0.005 0.005
Si -5.446 2.728 6.77 0 -0.004 -0.01
Si -8.184 5.438 6.788 -0.008 0.015 0.008
Si -5.441 8.155 6.801 0.006 -0.003 -0.001
Si -8.152 10.886 6.826 -0.002 -0.002 0.004
Si -5.454 -2.72 6.803 0.006 0.001 0.003
Si -2.726 0.003 6.813 -0.006 -0.003 0.005
Si 0.006 2.732 6.793 0.004 0.014 0.002
Si -2.721 5.424 6.786 0.012 0.001 0.005
Si -0.007 8.136 6.805 0.003 -0.002 -0.005
Si -2.739 -5.436 6.81 0.002 0 0
Si -0.005 -2.706 6.819 -0.012 0.005 0.008
Si 1.359 1.373 8.162 -0.005 -0.005 -0.009
Si 4.092 4.073 8.167 0.001 0.013 -0.006
Si 1.364 6.785 8.161 -0.005 -0.001 -0.002
Si 4.094 9.503 8.163 -0.005 -0.001 -0.007
Si 1.363 -4.078 8.164 0.002 0 -0.005
Si 4.088 -1.347 8.159 -0.001 -0.006 -0.005
Si 6.8 1.359 8.15 -0.009 -0.003 -0.002
Si -6.807 4.079 8.14 0 0 -0.008
Si 6.799 6.795 8.167 0 -0.001 0.001
Si -6.785 9.523 8.17 0.01 0.013 -0.002
Si 6.806 -4.077 8.181 -0.004 -0.003 0.003
Si -6.8 -1.351 8.162 0.008 0.006 -0.005
Si -4.091 1.373 8.152 0.012 0.007 -0.006
Si -1.356 4.083 8.158 0.002 0.004 -0.001
Si -4.077 6.79 8.15 -0.004 -0.004 -0.008
Si -1.362 -6.802 8.154 0.004 -0.007 -0.011
Si -4.095 -4.076 8.168 -0.004 -0.004 0.004
Si -1.37 -1.354 8.175 0.002 -0.006 0.002
Si -0.002 0.011 9.519 -0.005 0.001 -0.001
Si 2.726 2.719 9.527 0.003 0.003 -0.003
Si 0.001 5.439 9.527 0.009 -0.006 0.001
Si 2.728 8.146 9.519 -0.008 -0.004 -0.007
Si -0.001 -5.441 9.516 -0.002 0.003 0.003
Si 2.728 -2.716 9.514 -0.003 0.002 -0.001
Si 5.449 0.002 9.524 -0.002 0.005 -0.003
Si -8.159 2.717 9.511 -0.004 -0.01 -0.006
Si 5.444 5.434 9.527 -0.006 0.002 -0.002
Si -8.154 8.16 9.516 0.003 -0.002 -0.006
Si 5.443 -5.445 9.524 -0.004 0.005 0.001
Si -8.154 -2.713 9.532 0 -0.007 -0.002
Si -5.443 0.008 9.519 0 -0.006 -0.001
Si -2.723 2.724 9.511 0.007 0.008 -0.002
Si -5.441 5.432 9.505 0.002 0.011 -0.001
Si -2.719 8.156 9.514 -0.003 0.002 -0.005
Si -5.44 -5.435 9.536 0.008 -0.008 0.001
Si -2.732 -2.716 9.524 0.003 -0.002 -0.001
Si 1.364 -1.353 10.867 0.004 -0.002 -0.006
Si 4.087 1.355 10.885 0 -0.011 0.004
Si 1.365 4.081 10.883 -0.012 0.002 0.003
Si 4.089 6.793 10.888 -0.007 -0.012 0.004
Si 1.367 9.516 10.869 0.012 -0.004 -0.006
Si 4.087 -4.077 10.879 -0.008 -0.008 0.001
Si 6.804 -1.357 10.893 -0.004 0 -0.001
Si -6.807 1.358 10.882 -0.001 0.005 -0.002
Si -9.518 4.07 10.879 -0.002 0.017 -0.002
Si -6.794 6.793 10.866 0.004 0.001 0.001
Si -9.508 9.522 10.878 -0.003 0.003 -0.005
Si -6.8 -4.074 10.896 0.001 0.002 0.002
Si -4.091 -1.354 10.884 0.005 0.002 0.003
Si -1.369 1.365 10.877 0.002 0.004 0.003
Si -4.082 4.08 10.874 0.003 -0.013 0.001
Si -1.361 6.803 10.885 0.006 0.008 0.002
Si -4.072 9.521 10.877 0.003 0 0.003
Si -1.364 -4.076 10.872 -0.011 0.004 0.004
Si 2.727 -0.012 12.238 -0.013 0.001 0.002
Si 5.45 2.707 12.247 -0.005 -0.001 0.003
Si 2.73 5.432 12.248 -0.002 0.001 0.005
Si 5.463 8.156 12.234 0.007 0.013 0.002
Si 2.728 10.875 12.227 -0.015 0.002 0.005
Si 5.446 -2.723 12.25 0.002 0.002 0.01
Si 8.164 -0.002 12.261 0.002 0.001 -0.002
Si -5.442 2.718 12.233 -0.004 0.001 -0.004
Si -8.152 5.432 12.226 -0.002 -0.007 -0.005
Si -5.438 8.158 12.222 -0.001 -0.002 -0.004
Si -8.162 10.884 12.252 -0.001 -0.006 -0.001
Si -5.448 -2.709 12.256 -0.001 0 0.001
Si -2.734 0.009 12.238 0.006 -0.003 0.005
Si -0.004 2.723 12.232 0.013 0.001 -0.003
Si -2.727 5.44 12.241 -0.009 -0.005 0.012
Si 0.005 8.169 12.238 0.003 0.003 0.003
Si -2.723 -5.428 12.238 0.004 -0.011 0.007
Si -0.004 -2.705 12.22 0.014 0.002 0
Si 1.36 1.356 13.578 -0.007 -0.001 -0.007
Si 4.089 4.061 13.606 0 0.007 0.008
Si 1.37 6.805 13.593 0.001 -0.002 0.002
Si 4.111 9.527 13.583 -0.004 -0.006 0.002
Si 1.359 -4.072 13.562 -0.001 -0.005 -0.007
Si 4.082 -1.368 13.611 -0.011 0.004 0.01
Si 6.805 1.353 13.625 0.003 -0.006 0.006
Si -6.806 4.07 13.591 0 0.012 -0.003
Si 6.83 6.797 13.591 0.01 -0.021 0.004
Si -6.793 9.511 13.588 0.003 -0.006 -0.003
Si 6.809 -4.073 13.623 -0.005 -0.006 0.008
Si 9.515 -1.362 13.637 0 0.003 0.006
Si -4.103 1.356 13.606 -0.006 0.008 0
Si -1.365 4.074 13.598 0.014 -0.015 0.007
Si -4.097 6.802 13.595 -0.005 0.015 0.008
Si -1.352 9.544 13.592 -0.003 0.006 0.009
Si -4.088 -4.072 13.605 0.009 0.006 -0.001
Si -1.366 -1.347 13.584 -0.006 0.001 0.003
Si -0.013 0.021 14.937 0.018 0.003 0.004
Si 2.722 2.684 14.955 -0.004 -0.011 -0.004
Si 0.01 5.436 14.942 -0.004 0.006 -0.002
Si 2.757 8.166 14.93 -0.007 0.003 0.007
Si -0.002 -5.387 14.945 -0.003 0.003 0.003
Si 2.714 -2.75 14.945 -0.026 -0.013 0.004
Si 5.442 -0.014 14.982 0.005 0.01 0.004
Si 8.184 2.708 14.978 0.007 0.005 -0.004
Si 5.482 5.42 14.933 -0.001 0.009 -0.006
Si 8.199 8.143 14.965 0.008 0.011 0
Si 5.459 10.873 14.976 0.007 -0.001 0.008
Si 8.156 -2.719 15.012 0.007 0.009 -0.001
Si -5.448 0.002 15 0.001 0.004 -0.006
Si -2.746 2.721 14.955 0.003 0.004 -0.004
Si -5.478 5.447 14.953 -0.008 -0.02 -0.007
Si -2.728 8.181 14.924 -0.002 -0.001 -0.002
Si -5.46 -5.439 14.951 -0.008 0 -0.004
Si -2.726 -2.697 14.95 -0.012 -0.006 0.003
O -3.765 6.67 24.389 0.224 0.031 0.041
O 4.84 4.555 -3.342 0.311 -0.25 -0.268
O 7.087 -1.889 -1.27 0.14 -0.005 -0.416
O 2.571 0.987 -6.075 0.122 0.5 0.116
O -2.59 -5.439 22.3 0.186 -0.048 0.693
O -2.536 -2.791 -0.234 0.05 -0.047 -0.333
O -2.214 -5.634 -3.621 -0.121 -0.365 -0.184
O 3.047 4.284 24.239 -0.194 -0.161 0.093
O 6.435 -1.762 23.068 -0.527 -0.215 0.118
O -4.068 1.657 23.756 0.144 -0.01 -0.052
O -8.054 5.519 22.256 0.05 0.021 0.149
O 0.854 -3.054 -6.373 0.236 -0.432 0.234
O -3.156 4.382 -3.455 0.516 0.439 0.377
O 8.136 2.796 -0.434 0.098 0.139 -0.674
O 1.483 -5.936 -1.126 0.463 0.518 -0.116
O 3.908 2.091 22.983 -0.001 0.172 -0.098
O -5.238 -7.657 25.229 -0.636 -0.152 0.005
O -5.047 -1.741 22.983 -0.228 0.313 0.101
O -2.092 0.446 -4.336 -0.398 0.129 0.202
O -6.438 -3.937 23.104 0.175 -0.34 0.248
O 4.924 -7.393 25.264 -0.425 -0.569 0.08
O 3.416 4.354 -5.659 -0.222 -0.475 -0.199
O -6.593 1.022 -1.449 0.079 -0.659 -0.223
O 4.268 -4.05 23.114 0.553 -0.019 0.18
O -0.264 5.43 0.066 -0.193 0.019 0.371
O 1.931 -3.838 24.2 -0.01 -0.366 -0.205
O -6.427 6.747 -1.493 0.377 -0.088 -0.047
O 1.16 -7.313 -7.153 -0.308 -0.18 -0.502
O -3.071 4.721 22.845 0.268 0.042 0.059
O -5.584 0.366 -3.779 0.194 -0.01 -0.146
O -1.27 -1.673 -5.615 0.086 0.298 -0.162
O -0.86 -4.708 -0.912 -0.018 -0.222 -0.475
O 3.94 -4.964 25.556 -0.166 0.16 0.456
O -5.419 -2.923 25.29 0.382 0.364 0.215
O -1.499 5.12 24.921 0.218 -0.668 0.333
O 6.979 -3.306 25.143 -0.382 -0.205 -0.237
O -1.23 -4.277 -5.563 -0.482 -0.328 -0.319
O 0.203 -4.795 -3.236 0.499 0.349 -0.223
O -0.609 -3.868 23.207 -0.062 -0.235 0.421
O 1.149 4.306 -1.652 0.094 -0.353 -0.355
O 0.909 -0.952 -1.004 -0.067 0.045 -0.228
O 7.833 4.599 -4.221 -0.246 -0.209 0.477
O -2.726 -6.811 25.699 0.138 0.333 -0.539
O -6.506 3.675 -5.763 0.072 0.266 -0.125
O 2.681 -2.795 -0.367 0.193 -0.227 -0.48
O 4.37 -4.577 -1.299 -0.027 0.236 -0.309
O -7.463 -1.744 24.122 0.08 0.617 -0.139
O 6.151 -6.512 -1.376 -0.133 -0.386 -0.344
O -1.652 2.945 -5.043 0.259 0.164 0.463
O 8.03 -0.051 21.906 -0.042 0.036 0.313
O -4.945 2.61 -2.73 0.532 -0.246 0.254
O 2.917 2.822 -3.637 -0.106 -0.103 -0.092
O -3.304 -8.026 -5.541 0.211 -0.215 0.144
O 7.267 0.486 -7.188 0.506 -0.227 0.05
O -4.03 -4.084 -2.522 0.08 -0.126 0.393
O -3.888 4.234 25.352 -0.335 -0.191 -0.062
O -0.588 -7.062 -2.047 -0.252 -0.102 0.013
O 2.32 5.137 21.856 -0.204 0.187 0.187
O -1.452 1.592 23.254 0.312 0.177 0.491
O 4.491 6.393 -1.363 -0.179 0.215 -0.45
O -0.045 1.125 -5.89 0.044 0.098 0.557
O 2.559 2.022 25.309 -0.734 -0.015 -0.385
O -4.184 -7.462 22.916 0.017 0.163 0.053
O -0.224 7.274 -5.874 0.082 -0.14 -0.164
O 4.284 6.738 -6.12 -0.506 0.39 0.083
O 5.712 -7.474 -5.475 0.586 -0.059 0.152
O 3.376 0.203 -3.719 0.202 -0.294 0.193
O -7.398 2.276 -3.672 -0.448 -0.17 0.193
O -2.546 1.148 -6.783 0.071 -0.225 -0.506
O -0.013 5.25 -4.012 0.092 -0.719 -0.151
O -2.572 0.039 25.076 0.215 -0.665 0.179
O -1.051 0.796 -1.359 -0.255 0.059 -0.577
O 0.82 -1.691 23.166 -0.181 -0.007 0.137
O 7.65 3.029 25.365 -0.103 -0.166 0.179
O 0.073 -2.708 25.563 -0.311 0.257 0.187
O 8.11 -5.554 22.176 0.048 0.159 0.236
O -1.833 7.195 -1.051 -0.666 -0.012 -0.139
O 4.851 -5.793 -3.615 -0.413 -0.212 -0.05
O -6.095 2.664 25.25 0.383 0.174 0.285
O 5.059 2.808 25.145 0.098 -0.278 0.206
O 2.552 -0.441 26.071 -0.159 -0.003 -0.662
O 3.426 6.745 23.403 0.289 0.397 0.372
O 0.412 -7.785 22.065 -0.021 -0.149 0.081
O 8.117 -2.357 -3.578 0.06 0.197 0.078
O -4.329 4.613 -1.13 0.14 0.555 0.134
O -4.344 -0.644 -5.867 0.408 -0.524 0.073
O -5.401 3.561 22.73 -0.359 0.198 -0.119
O 3.322 -6.473 -5.781 -0.54 -0.131 0.497
O -0.209 -0.912 -3.277 0.222 -0.511 0.041
O -6.925 -1.106 -5.488 -0.26 0.138 -0.411
O -0.095 -6.595 -4.952 0.185 -0.059 0.433
O -0.895 6.686 23.105 -0.323 0.013 0.1
O -7.298 -3.643 -1.393 -0.074 0.129 -0.342
O -7.246 -4.732 25.921 0.052 -0.402 -0.045
O 3.024 -1.561 -5.811 0.157 -0.506 0.3
O 3.588 6.121 25.985 -0.321 0.111 0.239
O 2.822 -8.089 -0.422 -0.063 0.047 -0.414
O 6.475 6.536 -3.09 0.104 0.335 0.263
O 5.442 -4.932 -6.054 0.219 0.303 0.411
O 3.62 1.573 -1.427 0.033 0.285 -0.115
O -4.65 -6.274 -3.944 -0.378 0.244 -0.085
O -5.844 -7.68 -5.798 -0.646 -0.122 0.307
O -0.994 7.493 25.59 0.102 -0.216 -0.012
O -5.728 5.034 -3.292 -0.378 -0.248 -0.133
O -4.382 -1.612 -1.489 -0.589 0.202 -0.228
O -2.926 -0.352 22.461 0.445 -0.126 -0.149
O 1.146 6.07 24.762 0.088 0.178 -0.099
O -5.128 1.653 -6.828 -0.307 -0.11 0.137
O 2.517 -5.763 22.076 -0.029 -0.064 0.159
O -6.172 -5.499 -7.195 0.173 0.188 0.241
O 6.414 4.598 -1.283 -0.14 0.066 -0.418
O 6.523 -7.508 23.108 -0.152 -0.573 0.013
O 5.442 -0.042 -0.471 -0.131 0.116 -0.362
O -1.484 -6.944 -7.086 0.058 0.413 0.044
O -5.578 -5.377 -0.385 0.065 0.107 -0.166
O 6.935 6.575 -5.725 0.137 -0.203 -0.504
O -2.573 -2.032 -3.356 0.016 -0.005 0.234
O -3.603 -6.506 -1.519 0.344 -0.495 -0.11
O 6.044 5.173 25.517 0.281 0.39 -0.266
O -6.148 7.143 23.191 -0.194 0.195 0.255
O 6.931 -5.816 25.023 0.04 0.264 -0.288
O -3.97 3.803 -5.903 0.028 0.112 -0.081
O -7.472 -3.681 -5.688 -0.115 -0.246 0.55
O 2.64 -0.028 22.204 0.102 0.039 0.513
O 7.363 7.988 25.566 0.437 -0.059 -0.082
O -6.612 1.318 23.151 -0.205 -0.323 0.461
O 0.606 6.909 -2.146 0.538 0.169 0.285
O 5.089 0.095 -5.669 0.296 0.465 0.271
O 6.934 -1.811 -5.936 -0.331 -0.267 -0.067
O -7.424 6.956 -3.958 0.034 0.447 -0.42
O -5.128 -2.206 -3.936 -0.49 -0.394 0.034
O -4.911 7.492 -3.57 0.447 -0.057 0.378
O 6.674 -4.217 -2.501 0.23 0.188 -0.477
O 7.477 2.653 -5.87 -0.677 0.21 0.335
O 0.263 3.11 22.057 -0.099 -0.069 0.337
O 6.465 3.9 23.224 -0.521 -0.162 0.238
O 6.816 -0.781 25.5 -0.526 0.095 -0.332
O 2.482 5.495 -3.493 0.194 0.554 -0.24
O 8.068 -8.08 -0.465 -0.325 0.069 -0.358
O 4.017 -2.419 25.202 0.09 0.168 -0.204
O 1.251 1.177 -2.509 -0.208 0.069 -0.138
O -2.66 2.716 -0.397 0.196 0.087 -0.014
O -2.066 5.503 -5.541 -0.052 0.076 -0.731
O -1.534 7.335 -3.623 -0.269 -0.056 -0.136

Results
total energy: -101654.083 eV
total energy less fixed offsets of O -438.25, Si -107.07 eV per atom: -0.883 eV
